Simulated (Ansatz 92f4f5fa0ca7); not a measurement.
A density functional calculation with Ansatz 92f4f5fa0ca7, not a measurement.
Periodic cell of 460 atoms, Si304O156, from a study of silicon, its oxide and their interface. The atomic structure is a simulated model.
Doubt: the cutoff is far below the 930 eV that the study's wrapper takes by default for these files, so forces and energies are approximate.

Settings: functional PBE; potential files Ansatz PAW; basis plane waves; wave-function cutoff 580 eV; density cutoff ratio 5; exchange-correlation grid ratio 1; k mesh 1 x 1 x 1, Gamma-centred; self-consistency stop 5e-08 eV per atom in the density residual; occupations fixed; spin none; net charge 0.

Cell vectors (angstrom)
a 15.4691 0 0
b 0 15.4691 0
c 4.4527 -3.228 34.5282

Atoms and the computed forces on them: element, x, y, z (angstrom), force x, y, z (eV/angstrom)
Si 12.617 -3.206 25.859 0.004 0.001 0.004
Si 12.752 -7.135 25.634 0.004 -0.015 0.009
Si 5.016 -3.348 25.648 0.029 -0.006 -0.017
Si 5.232 0.688 25.781 -0.012 -0.002 -0.002
Si 5.26 -10.787 25.827 -0.008 0.003 -0.013
Si 5.158 -7.194 25.972 -0.007 -0.002 0.001
Si 8.122 -3.227 25.872 -0.025 -0.004 -0.007
Si 7.673 0.58 25.784 0.006 0.009 0.004
Si 7.679 -10.877 25.814 0.001 -0.003 -0.012
Si 7.516 -7.093 25.868 0.004 0.001 -0.001
Si 10.91 -3.024 24.23 0.01 0.007 0.016
Si 12.953 0.591 25.776 -0.007 0 -0.006
Si 12.625 -10.997 25.589 0.013 0.002 0.005
Si -0.398 -3.159 25.61 0.001 0.003 -0.007
Si -0.1 0.662 25.772 0.003 0.003 -0.005
Si 0.342 -10.969 25.608 0.035 -0.004 -0.021
Si -0.248 -7.098 25.557 -0.001 0.001 -0.005
Si 4.537 -1.321 26.885 0.006 -0.006 0.001
Si 4.589 2.648 26.939 0 0.003 0.003
Si 4.563 -9.048 27.25 -0.001 0.008 0.003
Si 4.512 -5.193 27.024 0.006 0.01 -0.004
Si 8.256 -1.26 27.13 0 -0.005 -0.006
Si 8.268 2.581 26.952 0.002 0 -0.001
Si 8.225 -8.993 27.103 0.007 0.006 0.003
Si 8.244 -5.213 27.094 0 0.008 0
Si 12.268 -1.263 27.117 -0.003 0 0.004
Si 12.269 2.55 26.937 0.007 0.001 0.014
Si 12.249 -9.054 26.945 0.005 -0.003 0.003
Si 12.218 -5.227 26.996 -0.007 0.006 0.006
Si 0.426 -1.319 26.949 -0.009 -0.006 0.006
Si 0.594 2.576 26.971 -0.004 0.002 0.004
Si 0.532 -8.97 26.884 -0.005 -0.005 0.008
Si 0.378 -5.13 26.785 -0.003 -0.005 0.001
Si 2.506 -1.319 28.199 0.004 -0.001 0.003
Si 2.581 2.569 28.271 0 0 0.001
Si 2.466 -9.001 28.32 0 -0.002 -0.002
Si 2.426 -5.139 28.19 -0.003 0.001 -0.002
Si 6.33 -1.303 28.461 0.002 -0.007 -0.002
Si 6.422 2.607 28.436 0.001 -0.002 0.001
Si 6.438 -9.014 28.614 0.002 0.001 0.009
Si 6.36 -5.146 28.498 0.002 0.003 0.001
Si 10.261 -1.253 28.376 0.001 0.006 0.003
Si 10.272 2.573 28.26 -0.003 -0.002 0
Si 10.277 -9.023 28.296 -0.003 0.002 -0.001
Si 10.254 -5.208 28.338 0 -0.004 -0.002
Si 14.139 -1.286 28.517 0.004 -0.005 0
Si 14.153 2.611 28.399 -0.007 -0.005 0
Si 14.139 -9.059 28.377 -0.001 0.005 0
Si 14.107 -5.194 28.403 0.003 0.005 0.004
Si 2.504 -3.229 29.651 -0.002 0.002 0.001
Si 2.527 0.616 29.659 -0.005 0.001 -0.001
Si 2.505 4.505 29.688 -0.003 -0.002 0.002
Si 2.498 -7.053 29.676 -0.004 -0.003 -0.001
Si 6.376 -3.213 29.808 -0.001 0.002 -0.002
Si 6.375 0.653 29.769 0 0.001 0.001
Si 6.398 4.486 29.831 0.003 0.002 0.006
Si 6.389 -7.054 29.841 0.001 -0.003 0.005
Si 10.257 -3.236 29.704 0.002 0 0.004
Si 10.256 0.678 29.724 0.002 0.001 -0.001
Si 10.257 4.502 29.682 -0.001 -0.001 0
Si 10.262 -7.119 29.726 0.003 0 -0.004
Si 14.121 -3.259 29.78 -0.001 0 0
Si 14.129 0.68 29.779 0.003 0.011 0.006
Si 14.124 4.514 29.77 0 0 0.007
Si 14.128 -7.125 29.749 0.004 -0.004 -0.001
Si 4.453 -3.228 31.109 -0.471 -0.06 -0.057
Si 4.453 0.639 31.109 -0.269 -0.026 -0.113
Si 4.453 4.506 31.109 -0.373 -0.006 0.034
Si 4.453 -7.095 31.109 -0.473 0.176 0.067
Si 8.32 -3.228 31.109 0.242 -0.007 0.05
Si 8.32 0.639 31.109 0.069 0.082 -0.023
Si 8.32 4.506 31.109 0.457 -0.106 0.189
Si 8.32 -7.095 31.109 0.373 0.056 0.304
Si 12.187 -3.228 31.109 -0.169 -0.09 0.011
Si 12.187 0.639 31.109 -0.087 0.188 0.031
Si 12.187 4.506 31.109 -0.191 0.007 -0.12
Si 12.187 -7.095 31.109 0.013 -0.076 -0.028
Si 0.586 -3.228 31.109 0.24 -0.062 -0.127
Si 0.586 0.639 31.109 0.326 0.101 -0.134
Si 0.586 4.506 31.109 0.155 -0.078 -0.025
Si 0.586 -7.095 31.109 0.109 0.017 -0.102
Si 0 1.934 3.417 0.04 0.04 -0.014
Si 0 5.801 3.417 0.045 0.111 -0.001
Si 0 -5.801 3.417 0.037 -0.03 0
Si 0 -1.934 3.417 0.045 -0.12 -0.01
Si 3.867 1.934 3.417 0.003 0.003 0.004
Si 3.867 5.801 3.417 -0.066 -0.003 -0.001
Si 3.867 -5.801 3.417 -0.048 0.042 0.008
Si 3.867 -1.934 3.417 -0.035 -0.057 0.021
Si 7.734 1.934 3.417 0.005 0.059 0.016
Si 7.734 5.801 3.417 0.034 0.034 0.007
Si 7.734 -5.801 3.417 0 -0.019 0.002
Si 7.734 -1.934 3.417 0.037 -0.076 0.005
Si -3.867 1.934 3.417 -0.026 -0.015 0.009
Si -3.867 5.801 3.417 -0.042 0.001 -0.01
Si -3.867 -5.801 3.417 -0.021 0.031 0.004
Si -3.867 -1.934 3.417 -0.048 -0.046 0.007
Si -1.934 1.934 4.785 -0.006 -0.045 0.162
Si -1.934 5.801 4.785 -0.064 0.075 0.126
Si -1.934 -5.801 4.785 -0.078 0.149 0.149
Si -1.934 -1.934 4.785 0.009 -0.092 0.28
Si 1.934 1.934 4.785 -0.142 0.124 -0.172
Si 1.934 5.801 4.785 0.048 0.166 -0.504
Si 1.934 -5.801 4.785 -0.013 -0.145 -0.261
Si 1.934 -1.934 4.785 -0.097 -0.216 -0.238
Si 5.801 1.934 4.785 0 0.033 -0.014
Si 5.801 5.801 4.785 0.042 -0.073 0.223
Si 5.801 -5.801 4.785 0.116 -0.058 0.079
Si 5.801 -1.934 4.785 0.055 0.025 0.267
Si 9.668 1.934 4.785 0.071 0.126 0.042
Si 9.668 5.801 4.785 0.059 0.274 -0.361
Si 9.668 -5.801 4.785 0.038 0.018 0.086
Si 9.668 -1.934 4.785 0.032 -0.451 -0.149
Si -1.904 -0.005 6.173 -0.003 -0.002 0.001
Si -1.935 3.869 6.162 -0.003 -0.003 0.004
Si -1.949 -7.716 6.164 -0.006 0 -0.009
Si -1.958 -3.87 6.206 -0.008 0.008 -0.007
Si 1.903 -0.01 6.099 -0.003 -0.006 0.009
Si 1.903 3.905 6.111 -0.005 -0.003 0.005
Si 1.98 -7.745 6.125 -0.002 -0.001 0.005
Si 1.914 -3.894 6.131 -0.003 0.008 0.008
Si 5.791 0.02 6.164 0.002 -0.006 0.006
Si 5.775 3.848 6.176 0.007 0.004 0.004
Si 5.833 -7.734 6.172 -0.003 -0.005 0
Si 5.838 -3.882 6.171 0.008 0.004 0.002
Si 9.664 -0.03 6.098 -0.002 0.008 0.004
Si 9.673 3.918 6.127 0.002 -0.013 0.003
Si 9.693 -7.736 6.153 -0.001 0.004 0.004
Si 9.687 -3.891 6.196 0.005 0.014 0.01
Si 0.034 0.006 7.56 0.006 -0.009 -0.002
Si 0.003 3.913 7.519 0.001 0.005 0.003
Si 0.038 -7.746 7.435 -0.003 -0.002 0.005
Si 0.002 -3.91 7.546 0.005 0.003 0.004
Si 3.809 0.035 7.464 -0.002 -0.006 -0.01
Si 3.791 3.863 7.504 -0.002 0.003 -0.01
Si 3.89 -7.774 7.53 0.001 0.004 0.007
Si 3.862 -3.949 7.456 -0.004 0.008 0.001
Si 7.752 -0.02 7.5 0.009 -0.004 -0.009
Si 7.745 3.872 7.5 0 0.006 -0.007
Si 7.788 -7.751 7.542 -0.005 -0.005 0
Si 7.762 -3.929 7.601 -0.003 -0.001 -0.002
Si -3.875 -0.048 7.465 -0.012 -0.009 -0.006
Si -3.865 3.988 7.516 -0.005 0.003 0.005
Si -3.884 -7.662 7.584 -0.001 0.002 -0.004
Si -3.875 -3.914 7.661 -0.001 -0.001 -0.001
Si 0.594 1.994 8.744 -0.026 0.001 0.007
Si -0.057 5.864 8.884 0.01 0.007 -0.005
Si 0.039 -5.881 8.862 0.013 -0.004 -0.004
Si 0.426 -1.978 8.838 0.006 -0.006 0.028
Si 3.075 1.942 8.676 0.024 -0.002 -0.001
Si 3.82 5.75 8.926 0.003 0.014 -0.003
Si 3.87 -5.829 8.903 0.011 -0.014 -0.006
Si 3.578 -1.975 8.666 -0.01 -0.009 0.018
Si 8.529 1.921 8.571 -0.033 -0.009 0.008
Si 7.726 5.773 8.898 -0.005 0.013 0.008
Si 7.834 -5.873 9.006 0 0.008 0.002
Si 8.047 -1.937 8.861 0.01 0.013 0.021
Si -4.503 1.949 8.48 0.047 -0.002 -0.002
Si -3.834 5.914 8.984 -0.012 0.002 0
Si -3.883 -5.825 9.155 -0.009 0.002 -0.003
Si -4.237 -1.92 8.897 -0.007 0.004 0.027
Si -1.899 6.503 10.251 0 -0.039 0.01
Si -1.822 -6.515 10.15 -0.006 0.025 -0.014
Si 1.856 6.118 10.214 -0.001 -0.009 0.011
Si 1.961 -6.181 10.258 0 0.008 0.009
Si 5.776 6.054 10.223 0.004 -0.006 0.005
Si 5.821 -6.209 10.172 -0.008 0.008 0.011
Si -5.818 5.678 10.255 0.003 -0.023 -0.003
Si -5.836 -5.834 10.636 -0.001 -0.006 -0.003
Si -6.161 -4.314 12.428 -0.002 0.014 -0.015
Si -6.237 -7.523 12.398 0.003 -0.009 -0.017
Si 4.453 -5.162 32.477 -0.157 -0.019 0.02
Si 4.453 -1.294 32.477 -0.128 0.004 -0.019
Si 4.453 2.573 32.477 -0.2 0 0.009
Si 4.453 -9.029 32.477 -0.147 -0.016 -0.013
Si 8.32 -5.162 32.477 0.145 -0.02 0.028
Si 8.32 -1.294 32.477 0.104 -0.01 -0.016
Si 8.32 2.573 32.477 0.111 0.01 0.03
Si 8.32 -9.029 32.477 0.09 0.004 0.005
Si 12.187 -5.162 32.477 -0.056 0.015 0.006
Si 12.187 -1.294 32.477 -0.048 -0.01 -0.031
Si 12.187 2.573 32.477 -0.053 -0.031 0.022
Si 12.187 -9.029 32.477 -0.058 0.02 0.002
Si 0.586 -5.162 32.477 0.086 0.006 0.004
Si 0.586 -1.294 32.477 0.063 -0.006 -0.035
Si 0.586 2.573 32.477 0.128 0.001 0.011
Si 0.586 -9.029 32.477 0.131 -0.001 -0.013
Si 6.386 -5.162 33.844 0.001 -0.002 -0.018
Si 6.386 -1.294 33.844 0 -0.011 -0.009
Si 6.386 2.573 33.844 0.024 0.012 -0.031
Si 6.386 -9.029 33.844 0.027 0.001 -0.029
Si 10.253 -5.162 33.844 -0.009 -0.002 0.022
Si 10.253 -1.294 33.844 -0.001 0.026 0.02
Si 10.253 2.573 33.844 -0.009 -0.014 0.022
Si 10.253 -9.029 33.844 -0.014 0.001 0.014
Si -1.348 -5.162 33.844 -0.008 0.011 -0.018
Si -1.348 -1.294 33.844 -0.003 0.016 -0.011
Si -1.348 2.573 33.844 -0.003 -0.002 -0.017
Si -1.348 -9.029 33.844 -0.015 -0.021 -0.014
Si 2.519 -5.162 33.844 0.009 -0.014 0.024
Si 2.519 -1.294 33.844 0.011 0.022 0.02
Si 2.519 2.573 33.844 -0.01 0.018 0.025
Si 2.519 -9.029 33.844 -0.005 -0.016 0.02
Si 1.934 0 0.683 0.004 -0.024 0.011
Si 1.934 3.867 0.683 -0.012 0.01 0.008
Si 1.934 7.734 0.683 -0.034 0.016 0.009
Si 1.934 -3.867 0.683 -0.009 0.005 0.012
Si 5.801 0 0.683 0.02 -0.012 -0.009
Si 5.801 3.867 0.683 0.015 -0.002 -0.005
Si 5.801 7.734 0.683 -0.002 0.021 -0.012
Si 5.801 -3.867 0.683 0 -0.004 -0.01
Si -5.801 0 0.683 -0.001 -0.012 0.003
Si -5.801 3.867 0.683 -0.008 -0.002 0.005
Si -5.801 7.734 0.683 0.02 -0.006 0.009
Si -5.801 -3.867 0.683 0.008 0.016 0.011
Si -1.934 0 0.683 -0.012 -0.014 -0.015
Si -1.934 3.867 0.683 -0.013 0.006 -0.011
Si -1.934 7.734 0.683 0.012 0.011 -0.011
Si -1.934 -3.867 0.683 0.001 -0.011 -0.013
Si 0 0 2.05 -0.05 0.014 0.011
Si 0 3.867 2.05 -0.05 -0.018 0.001
Si 0 7.734 2.05 -0.063 -0.002 -0.006
Si 0 -3.867 2.05 -0.026 0.005 -0.008
Si 3.867 0 2.05 0.016 0.018 0.013
Si 3.867 3.867 2.05 0.048 0.004 -0.007
Si 3.867 7.734 2.05 0.044 -0.001 -0.006
Si 3.867 -3.867 2.05 0.04 -0.014 -0.01
Si 7.734 0 2.05 0.007 0.013 0.015
Si 7.734 3.867 2.05 0.005 -0.013 -0.003
Si 7.734 7.734 2.05 -0.032 -0.001 -0.012
Si 7.734 -3.867 2.05 -0.046 0.004 -0.009
Si -3.867 0 2.05 0.014 0.013 0.01
Si -3.867 3.867 2.05 0.03 0.013 -0.001
Si -3.867 7.734 2.05 0.043 -0.006 -0.004
Si -3.867 -3.867 2.05 0.042 -0.009 -0.003
Si 3.235 -2.819 23.261 -0.004 -0.002 -0.005
Si 0.562 0.483 23.518 -0.001 0.002 0.006
Si 1.553 -9.888 23.042 -0.006 0.004 0
Si -0.157 -7.402 23.157 0.022 -0.005 0.018
Si 4.667 -1.463 21.063 0.005 -0.002 0.006
Si 7.744 -1.076 21.01 -0.006 -0.006 0.003
Si 4.318 -8.887 23.591 0.002 -0.004 0.017
Si 5.883 -7.788 21.238 -0.012 -0.003 0.003
Si 10.255 -5.429 22.447 -0.013 -0.001 0.004
Si 8.451 0.738 23.566 -0.003 -0.007 0.006
Si 8.595 -10.278 23.71 -0.005 0.012 0.023
Si 8.01 -7.216 23.55 -0.002 0.004 0.019
Si 11.36 -0.04 23.17 0.007 0.008 0.009
Si 11.667 -10.719 23.465 -0.011 0.001 -0.007
Si 12.296 -7.563 23.268 -0.001 0.012 0.001
Si -1.073 1.587 14.483 0.008 -0.003 -0.02
Si -0.201 -1.275 11.753 0.007 -0.003 -0.018
Si 0.335 1.66 11.762 -0.006 -0.003 0.007
Si 1.928 -5.222 13.262 0.008 0.004 -0.02
Si 4.818 1.449 11.213 0.025 -0.016 0.014
Si 5.741 -1.306 10.785 -0.012 -0.001 -0.005
Si -5.582 2.554 10.922 -0.002 0.006 0.016
Si -3.087 -1.768 11.904 -0.008 0.002 -0.012
Si -0.127 -1.022 16.013 -0.001 0 -0.005
Si -2.768 -2.565 16.353 0 -0.001 -0.007
Si -0.708 -0.575 19.167 0.002 -0.001 0.006
Si 4.229 -8.475 17.119 -0.002 -0.008 0.005
Si 1.68 -2.271 13.944 -0.003 0.007 -0.018
Si 4.3 -0.669 13.248 -0.003 0.003 -0.02
Si 8.289 -11.736 17.561 0 -0.002 -0.003
Si 6.818 2.9 14.951 0.003 -0.003 -0.011
Si 6.781 -5.873 12.974 0.002 0.009 -0.015
Si -4.037 1.768 15.466 0.002 0.007 -0.009
Si 9.152 1.342 13.5 0.004 -0.003 -0.02
Si 2.113 4.041 12.639 -0.002 -0.005 -0.003
Si 3.546 0.141 23.292 -0.005 0.003 -0.001
Si -1.073 -6.103 13.226 -0.002 0.007 -0.002
Si -0.209 1.846 20.924 0.017 0.01 0.007
Si 9.635 -1.41 13.074 0.003 0.008 -0.011
Si 0.165 4.36 15.049 0.002 -0.004 -0.006
Si -4.418 -8.272 14.911 0.004 -0.005 0.005
Si 7.339 -3.523 17.794 -0.005 0.005 0.005
Si 0.227 -2.716 23.358 -0.006 -0.001 0.01
Si 4.611 -4.368 17.32 0.002 0.004 0.006
Si 2.078 -11.496 20.354 -0.006 -0.017 0.016
Si 8.532 -1.501 15.934 -0.002 -0.002 -0.001
Si 3.793 -6.332 19.475 -0.005 0.002 0.006
Si 7.235 -12.314 22.072 -0.013 -0.007 -0.009
Si 12.592 -9.803 18.693 0.001 0.007 -0.002
Si 0.815 -6.07 20.618 0.007 0.003 0.016
Si 10.799 -0.245 17.534 -0.003 -0.007 -0.003
Si 5.024 -12.26 20.246 0.001 0.001 0.009
Si 5.322 4.023 12.547 0.01 -0.009 -0.008
Si 12.218 -7.136 17.623 0.003 -0.003 0.005
Si -1.712 -9.069 13.426 -0.001 0 0.005
Si 11.87 0.484 20.094 0.002 -0.002 0.004
Si 9.418 -3.641 19.995 0 0.002 -0.001
Si -3.372 -4.176 13.781 0.009 0.007 -0.007
Si 5.064 -1.626 18.111 0.005 0.003 0
Si 5.814 0.135 15.825 0.008 0.007 0.004
Si -4.479 4.583 16.427 0.001 -0.008 -0.003
Si 4.283 -6.277 14.928 0 -0.004 -0.007
Si -0.817 -3.495 20.585 0 0.001 0.004
Si 7.398 1.681 19.544 -0.007 0.002 0.006
Si 12.21 -4.245 18.857 -0.001 -0.003 0.005
Si 6.32 -9.754 18.897 0.001 -0.001 -0.001
Si 12.447 -12.153 20.747 0.005 0.001 -0.012
Si 1.583 -9.859 17.584 0.01 0.006 -0.015
Si -0.555 -8 18.528 -0.001 -0.005 -0.001
O 3.205 -1.327 23.942 0.004 0 0.004
O 13.233 -4.186 20.135 0.001 0.001 -0.004
O 2.113 -10.499 21.645 -0.003 0.018 0.015
O 2.694 -8.872 23.603 0.002 0.002 -0.009
O 3.982 -5.118 16.037 -0.002 -0.005 -0.003
O 6.611 -3.258 25.148 -0.019 0.001 0.036
O 4.134 -3.706 24.284 0.006 0.001 0.015
O 4.656 0.869 24.221 0.01 -0.003 0.005
O 4.743 -7.521 24.383 -0.001 0.008 0.003
O 9.37 -3.178 24.795 -0.001 0 0.005
O 11.1 -4.223 23.139 0.005 -0.003 -0.014
O 10.08 0.954 23.428 -0.009 0.01 -0.008
O 10.061 -10.98 23.616 0.01 -0.005 -0.006
O 11.96 -9.156 23.037 0.008 -0.001 -0.004
O 12.546 0.47 24.161 0.008 0.003 0.006
O -1.237 -10.993 25.137 -0.019 0.002 0.009
O -0.111 2.145 10.263 0.005 0.001 -0.018
O 2.03 -1.982 9.231 0.002 0.006 -0.027
O 3.65 1.989 10.23 -0.02 0.007 -0.019
O 4.539 -2.063 9.994 -0.001 0.004 -0.006
O 4.141 0.791 12.539 -0.002 -0.001 0.009
O 8.504 1.935 10.26 0.017 -0.003 -0.001
O 9.632 -1.881 9.324 0.002 -0.004 -0.019
O -3.396 -1.898 10.309 -0.01 0.001 -0.02
O -2.835 -3.256 12.538 0.005 0.002 0.008
O 5.238 -0.224 17.308 -0.004 -0.003 0.004
O 7.826 2.127 13.945 0.001 0.001 0.016
O 0.349 -1.095 23.105 0.001 -0.007 -0.001
O 0.226 -8.969 22.805 0.001 0.001 -0.003
O 0.708 -6.359 22.23 0 0.002 -0.005
O 6.263 -1.722 21.22 0 0.001 -0.007
O 3.899 -2.726 21.771 -0.003 0.002 0
O 4.263 -1.345 19.494 0 0.002 0.002
O 5.626 -12.29 21.776 0.003 0.001 0.002
O 8.145 -2.983 16.49 0.005 0.006 0.001
O 4.912 -8.809 22.076 0.004 -0.001 -0.013
O -1.312 -9.397 18.959 0.005 0.003 0.002
O 9.634 -4.865 21.052 0.007 -0.008 0.006
O 7.689 -10.803 22.447 -0.003 -0.001 -0.012
O 8.795 -8.665 23.467 0.001 -0.004 -0.003
O -3.209 -8.838 13.99 0.01 -0.001 0.004
O 12.994 -3.553 17.61 0.001 -0.002 0.001
O 10.954 -1.573 23.499 -0.006 -0.024 0.002
O 12.371 -10.552 17.248 -0.001 0 0.002
O 13.767 -7.226 22.638 -0.027 -0.006 -0.006
O -2.654 1.33 14.746 -0.003 -0.004 0.01
O -4.285 -1.029 12.72 0.006 0 0.01
O -1.451 -5.923 11.655 -0.002 0.012 -0.006
O -1.742 -0.88 12.125 0.004 -0.001 0.013
O 1.659 5.155 11.539 0 0.014 -0.009
O 1.922 -7.775 10.75 0 0.003 -0.009
O 2.054 -5.255 11.626 -0.001 -0.013 0.006
O 4.764 -0.495 14.776 -0.019 -0.005 -0.008
O 5.716 0.309 10.45 -0.001 0.003 0
O 5.696 -7.809 10.563 0.001 -0.008 0.002
O 5.836 5.318 11.706 0.002 0.018 -0.01
O 5.717 -5.998 14.194 0.007 0 0.003
O 10.714 -0.186 19.164 0.001 0.002 -0.001
O -5.449 2.25 12.491 -0.005 0 -0.001
O -1.792 -9.5 11.843 -0.002 -0.003 -0.03
O 5.916 -5.451 11.64 -0.004 -0.004 -0.012
O 8.733 -0.077 12.789 0 0.002 0.015
O 11.819 -1.336 16.906 -0.003 0.008 0.009
O 8.837 -2.253 20.664 -0.001 0.007 0
O 13.871 -7.202 17.528 0.006 -0.002 0.003
O 6.961 -7.139 22.28 0.01 0.003 0.002
O 5.89 1.757 15.67 0.006 0.008 0.003
O 7.24 -0.595 15.538 0.012 -0.008 0.004
O -4.274 1.926 10.151 -0.026 -0.002 -0.008
O 0.401 -2.23 12.921 -0.006 0.003 0.008
O 5.425 -1.518 12.383 0.003 -0.001 -0.001
O 1.233 -11.016 24.196 -0.018 -0.008 0.031
O -0.255 0.307 15.074 0.001 0.006 0.008
O 9.46 -1.797 14.64 0.001 0.001 0.005
O 11.519 2.086 20.192 0.001 0.003 -0.001
O 8.09 2.216 18.168 0.002 0 0.001
O 2.361 -6.327 20.219 0 0 -0.005
O -5.076 -9.584 15.641 -0.001 0.009 0.002
O 9.228 -2.698 12.167 -0.005 -0.015 0.01
O -0.294 -2.056 10.319 0.002 0.003 -0.013
O 3.789 -7.485 18.332 0 0.004 0.001
O 1.719 -3.396 23.131 0.002 0.004 -0.006
O -0.328 1.401 22.492 0.003 0 -0.006
O -2.305 -5.389 14.035 0.004 -0.002 0.012
O -0.191 -7.082 19.819 -0.004 0 0.002
O 12.205 -11.762 22.314 0 0.014 0.018
O 8.097 -0.414 22.461 0.007 0.012 0.007
O 8.015 -12.848 20.739 0.002 0.011 0.011
O -0.847 1.818 12.876 0.008 0.003 0.005
O -5.609 4.153 10.779 0.004 0.005 0.006
O 7.63 -7.27 12.749 0.021 -0.012 0.012
O -4.871 -4.69 13.39 -0.016 -0.007 0.01
O 6.623 -8.604 20.02 0 0.007 0.004
O 13.231 0.004 19.309 -0.005 0 -0.004
O 11.886 -0.063 21.628 -0.001 0 -0.002
O 3.72 4.067 12.755 -0.006 0 0.013
O 2.134 0.953 23.264 -0.001 -0.003 -0.005
O 7.156 -1.908 10.264 0.013 -0.001 -0.007
O 7.919 -4.715 13.234 0.002 -0.002 0.013
O -0.905 -7.672 13.597 -0.001 0.001 0.009
O 1.759 -10.665 18.992 -0.002 -0.012 0.017
O 4.001 -4.894 18.737 -0.002 -0.003 0.001
O -0.151 -0.636 17.616 -0.002 -0.002 -0.001
O 5.777 1.98 19.454 -0.001 -0.001 -0.004
O 6.548 -2.244 18.456 0 0 -0.007
O 9.02 -5.94 23.378 -0.001 0.001 -0.005
O 3.012 -6.284 13.892 -0.008 0.005 0.008
O 0.848 -8.409 17.811 -0.01 0.017 0.007
O -0.503 2.893 15.261 -0.001 0.002 0.006
O 5.742 2.706 11.665 -0.002 -0.005 0.008
O 3.065 -9.606 16.951 0.001 0.002 0.004
O 0.364 -5.479 13.642 -0.001 0.002 0.013
O 8.34 -4.17 18.889 0.003 0 0.002
O 0.405 -4.53 20.247 -0.002 0.001 -0.005
O -0.821 -3.268 22.215 0.007 0.003 0.006
O 4.181 -0.078 21.801 -0.006 0.006 0.003
O 1.225 -1.785 15.454 0.005 -0.007 0.003
O -4.139 3.39 15.374 0 0.002 0.008
O 0.146 0.528 20.012 0 0.005 0
O 7.638 2.144 23.281 0.008 -0.012 0
O -3.54 -3.355 15.171 -0.002 -0.007 0.003
O 5.281 -10.824 19.532 -0.005 -0.001 -0.002
O -1.368 -2.036 15.732 0.001 0 0.007
O 0.646 -10.672 16.536 -0.009 -0.007 -0.01
O 11.262 -6.704 22.317 0.005 -0.008 -0.007
O 0.716 0.073 11.644 0.001 0.001 0.009
O 7.678 -10.549 18.495 0.001 0.002 -0.001
O 1.619 2.547 12.215 0.003 -0.002 0.006
O 2.839 -1.342 13.299 0.006 0 0.014
O 9.453 -8.968 11.672 0 0.008 0.009
O 0.967 -12.59 20.657 -0.01 -0.009 -0.009
O -5.464 -7.558 13.869 -0.017 0.006 -0.007
O 4.291 -2.762 17.215 0 -0.001 0.005
O 4.978 -6.596 20.569 0.007 -0.004 -0.002
O 9.874 -11.423 17.476 0.002 0.001 -0.002
O 11.329 1.218 17.003 0.001 -0.002 0.008
O 11.787 -5.757 18.387 -0.003 0.005 0.001
O 11.738 -8.395 18.586 0.001 -0.004 0
O 4.823 -10.292 24.281 0.01 -0.008 0.013
O 7.607 3.761 16.079 -0.005 -0.005 -0.002
O 7.693 0.108 19.863 0.003 -0.004 0
O 12.143 -10.799 19.89 -0.004 -0.006 0.005
O 6.236 -4.629 17.33 0.001 0 -0.001
O 3.425 -12.405 20.249 -0.004 -0.003 -0.005
O -3.914 -7.254 16.117 -0.003 0 -0.002
O 9.301 -0.651 17.08 -0.001 -0.001 -0.003
O -0.581 -2.073 19.81 -0.001 -0.002 -0.005
O -0.967 5.298 14.35 -0.009 0.001 0.008
O 13.938 -12.765 20.536 0.003 -0.001 -0.001
O 1.483 4.378 14.094 0.005 -0.001 -0.001
O 4.39 -7.713 15.691 0 0.006 0.002
O 10.861 -3.399 19.254 -0.003 -0.001 -0.001
O 2.284 -3.78 13.928 -0.002 -0.007 0.01
O 5.978 3.953 14.038 -0.002 0.002 0.001
O 5.662 -9.139 17.532 0.003 0.001 0.005
O -5.325 1.064 14.754 -0.009 0 0.001

Results
free energy: -281982.412 eV
free energy less fixed offsets of O -568.88, Si -635.61 eV per atom: -11.692 eV

The program warned: the cutoff lies below the one the program advises for these potential files; the forces do not sum to zero within the program's tolerance; the exchange-correlation potential is rough where the density is thin.
